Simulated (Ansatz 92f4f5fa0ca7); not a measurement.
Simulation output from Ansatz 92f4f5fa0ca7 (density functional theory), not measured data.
Periodic cell of 348 atoms, Si240O108, from a study of silicon, its oxide and their interface. The atomic structure is a simulated model.
Doubt: the cutoff is far below the 930 eV that the study's wrapper takes by default for these files, so forces and energies are approximate.
This geometry differs little from another in the collection (a relaxation step or a small displacement).

Settings
functional: PBE
potential files: Ansatz PAW
basis: plane waves
wave-function cutoff: 580 eV
density cutoff ratio: 5
exchange-correlation grid ratio: 1
k mesh: 1 x 1 x 1, Gamma-centred
self-consistency stop: 5e-08 eV per atom in the density residual
occupations: fixed
spin: none
net charge: 0

Cell vectors (angstrom)
a	11.6015	0	0
b	0	13.3963	0
c	0	0	40.3823

Atoms and the computed forces on them: element, x, y, z (angstrom), force x, y, z (eV/angstrom)
Si	0	2.2327	1.1851	-0.0043	-0.0018	0.0085
Si	3.8672	2.2327	1.1851	0.0048	-0.0004	0.0196
Si	7.7343	2.2327	1.1851	0.0115	-0.0138	-0.0125
Si	1.9336	5.5818	1.1851	-0.0036	0.0141	-0.0105
Si	5.8008	5.5818	1.1851	-0.0001	0.0001	0.0217
Si	9.6679	5.5818	1.1851	0.0081	-0.0187	-0.008
Si	0	8.9308	1.1851	0.0053	-0.0015	0.0054
Si	3.8672	8.9308	1.1851	-0.0075	0.0132	-0.0211
Si	7.7343	8.9308	1.1851	0.0005	0.011	0.0157
Si	1.9336	12.2799	1.1851	0.0099	0.0005	0.0057
Si	5.8008	12.2799	1.1851	0.0058	-0.0064	0.0351
Si	9.6679	12.2799	1.1851	0.0121	-0.0005	-0.0136
Si	1.9336	1.1164	1.9745	-0.0304	-0.0154	-0.0071
Si	5.8008	1.1164	1.9745	0.0261	0.0354	-0.0085
Si	9.6679	1.1164	1.9745	-0.0244	0.0032	0.0032
Si	0	4.4654	1.9745	-0.0206	0.0421	-0.0003
Si	3.8672	4.4654	1.9745	-0.0064	0.012	-0.0067
Si	7.7343	4.4654	1.9745	0.0202	0.0131	-0.0097
Si	1.9336	7.8145	1.9745	0.0206	-0.0398	0.0048
Si	5.8008	7.8145	1.9745	-0.0224	0.0147	-0.006
Si	9.6679	7.8145	1.9745	0.0099	0.0126	-0.0058
Si	0	11.1635	1.9745	-0.0617	0.0015	0.0033
Si	3.8672	11.1635	1.9745	-0.0285	-0.0707	-0.0051
Si	7.7343	11.1635	1.9745	0.0033	-0.0153	0.0023
Si	1.9336	1.1164	4.3426	-0.0966	0.0044	0.0126
Si	5.8008	1.1164	4.3426	0.0882	0.0944	-0.0178
Si	9.6679	1.1164	4.3426	-0.051	0.0225	-0.1722
Si	0	4.4654	4.3426	-0.0436	0.1328	-0.0952
Si	3.8672	4.4654	4.3426	-0.0195	0.0979	0.0479
Si	7.7343	4.4654	4.3426	0.0584	0.0723	0.0136
Si	1.9336	7.8145	4.3426	0.0348	-0.0761	-0.1426
Si	5.8008	7.8145	4.3426	-0.0776	0.066	0.1266
Si	9.6679	7.8145	4.3426	0.0279	0.0559	0.1576
Si	0	11.1635	4.3426	-0.1857	-0.0008	-0.0719
Si	3.8672	11.1635	4.3426	-0.064	-0.1611	-0.0763
Si	7.7343	11.1635	4.3426	0.012	-0.0016	0.0828
Si	0	0	36.0417	0.0921	-0.0913	0.0861
Si	3.8672	0	36.0417	-0.023	-0.0441	0.0691
Si	7.7343	0	36.0417	0.0578	-0.0523	-0.0107
Si	1.9336	3.3491	36.0417	0.0339	-0.0365	-0.0699
Si	5.8008	3.3491	36.0417	0.0276	0.0141	0.1217
Si	9.6679	3.3491	36.0417	0.0312	-0.0658	-0.0187
Si	0	6.6981	36.0417	-0.0187	-0.0378	-0.0799
Si	3.8672	6.6981	36.0417	0.0441	0.0076	-0.0916
Si	7.7343	6.6981	36.0417	0.0369	0.0644	0.0786
Si	1.9336	10.0472	36.0417	-0.087	0.0629	0.0799
Si	5.8008	10.0472	36.0417	0.08	-0.0657	-0.0961
Si	9.6679	10.0472	36.0417	0.0328	-0.0538	-0.0539
Si	0	0	38.4099	0.035	-0.0229	-0.0022
Si	3.8672	0	38.4099	-0.0079	-0.0074	0.0058
Si	7.7343	0	38.4099	0.0252	-0.0026	0.006
Si	1.9336	3.3491	38.4099	0.0087	0.007	0.0007
Si	5.8008	3.3491	38.4099	0.0153	0.0076	0.0013
Si	9.6679	3.3491	38.4099	0.0042	-0.0208	0.0042
Si	0	6.6981	38.4099	-0.0045	-0.0088	0.0015
Si	3.8672	6.6981	38.4099	0.0106	0.0199	0.0028
Si	7.7343	6.6981	38.4099	0.014	0.0351	-0.007
Si	1.9336	10.0472	38.4099	-0.029	0.0386	-0.0008
Si	5.8008	10.0472	38.4099	0.024	-0.0159	0.0072
Si	9.6679	10.0472	38.4099	0.012	-0.0071	0.0001
Si	0	2.2327	39.1993	-0.0018	0.0001	-0.0103
Si	3.8672	2.2327	39.1993	0.0014	-0.0022	-0.0104
Si	7.7343	2.2327	39.1993	-0.0094	0.0135	0.006
Si	1.9336	5.5818	39.1993	-0.0002	-0.01	-0.0111
Si	5.8008	5.5818	39.1993	0.0055	-0.0053	-0.0102
Si	9.6679	5.5818	39.1993	-0.0108	0.015	-0.0082
Si	0	8.9308	39.1993	0.003	0.0055	-0.0005
Si	3.8672	8.9308	39.1993	-0.0024	-0.0098	-0.0161
Si	7.7343	8.9308	39.1993	-0.0003	-0.0141	0.0044
Si	1.9336	12.2799	39.1993	-0.0083	-0.0055	0.0251
Si	5.8008	12.2799	39.1993	-0.0092	0.0084	-0.0201
Si	9.6679	12.2799	39.1993	-0.0087	0.0051	-0.0044
Si	0.0963	-0.1292	28.8232	0	-0.002	-0.0054
Si	3.886	-0.0439	28.9471	-0.0025	0.0022	-0.0076
Si	7.6769	0.0638	29.0552	-0.0018	-0.0031	-0.0049
Si	2.0164	3.4386	29.0728	-0.0018	0.0042	-0.0118
Si	5.9596	3.2032	29.0327	-0.0031	0.0056	-0.0049
Si	9.7993	3.2253	28.9398	0.0007	-0.002	-0.0059
Si	0.0389	6.6685	29.0201	-0.0059	-0.0019	-0.0169
Si	3.9389	6.6249	28.9596	-0.0042	-0.0004	-0.0088
Si	7.8203	6.7051	28.8997	0.0008	0.0038	-0.0068
Si	1.9892	9.9217	28.9594	0.0133	-0.0001	-0.0159
Si	5.8389	10.0729	28.9698	-0.0009	-0.0046	-0.0177
Si	9.6633	10.0513	28.7096	0.0019	-0.0018	-0.0077
Si	0.1319	2.127	29.6723	0.0009	0.0012	0.0063
Si	3.9297	2.202	29.7274	0.0027	-0.0034	0.006
Si	7.8759	2.2226	29.9308	0.0022	0.0009	0.0026
Si	1.9889	5.6305	29.8794	0.0035	-0.0011	0.0052
Si	5.8966	5.5058	29.6415	0.0018	-0.0042	0.0045
Si	9.7126	5.5	29.686	0.0013	0.0024	0.0071
Si	-0.0285	8.9341	29.667	-0.0037	0.0002	0.0021
Si	3.9431	8.866	29.7337	-0.0034	0.0041	0.0045
Si	7.7887	8.9365	29.6727	-0.0008	-0.0006	0.0057
Si	1.9816	12.1803	29.7167	-0.0012	-0.0003	0.0054
Si	5.8067	12.2681	29.8291	0.0004	0.0013	0.0042
Si	9.6727	12.2692	29.5605	0.0018	0.001	0.0044
Si	0.0587	2.1773	32.0611	-0.0009	0.0001	-0.0038
Si	3.9017	2.2104	32.1016	0.0001	-0.0006	-0.0026
Si	7.8043	2.2178	32.244	-0.0017	-0.0011	-0.001
Si	1.9639	5.5996	32.202	-0.0012	-0.0016	-0.0036
Si	5.8463	5.5417	32.0442	-0.0019	0.0014	-0.0033
Si	9.6934	5.5379	32.0696	0.0003	0.0004	-0.0028
Si	-0.0035	8.9298	32.0563	0.003	0.0002	-0.0013
Si	3.9076	8.8959	32.1016	-0.0001	0.0008	-0.004
Si	7.7725	8.922	32.0579	-0.0019	-0.0006	-0.004
Si	1.9572	12.2356	32.0892	-0.0002	0.0006	-0.0027
Si	5.8037	12.2626	32.1688	0.0011	-0.0024	-0.0015
Si	9.6779	12.2588	31.9922	-0.0007	-0.0006	-0.0018
Si	1.9756	1.078	32.8847	0.0007	-0.0016	0.0037
Si	5.828	1.1059	32.9214	-0.0009	0.0014	0.0032
Si	9.7367	1.0654	32.8952	0.0023	-0.0007	0.003
Si	0.0237	4.4235	32.8744	0.0003	0.0002	0.0032
Si	3.9084	4.4511	32.8895	0.0008	0.001	0.0024
Si	7.7654	4.4674	32.9194	0.0004	0.0015	0.0034
Si	1.9417	7.8403	32.9018	-0.001	0.0032	0.0038
Si	5.8441	7.7797	32.8579	0.0019	0.0005	0.0042
Si	9.6892	7.7859	32.8603	-0.0007	-0.0006	0.0011
Si	-0.0048	11.154	32.8554	0.0007	0	0.0018
Si	3.8779	11.125	32.9087	-0.0013	-0.0016	0.0036
Si	7.7645	11.1487	32.871	-0.0001	0.0004	0.0033
Si	1.9366	1.1111	35.2522	-0.0002	0.0001	0.0013
Si	5.8004	1.1162	35.2731	-0.0004	-0.0008	0.0029
Si	9.6812	1.1035	35.2586	-0.0001	-0.0006	0.0031
Si	-0.0012	4.4568	35.2459	-0.0004	-0.0001	0.0013
Si	3.8762	4.4624	35.2547	0	0.0001	0.0023
Si	7.7357	4.4721	35.2729	-0.0007	0.0003	0.0032
Si	1.9317	7.825	35.2627	-0.0008	0.0003	0.0013
Si	5.808	7.8075	35.2374	0.0003	-0.0007	0.0015
Si	9.6691	7.8093	35.2387	0.001	-0.0004	0.0026
Si	-0.0044	11.1637	35.2365	-0.0008	-0.0003	0.0023
Si	3.8656	11.1569	35.2658	0.0002	0.0001	0.0022
Si	7.7422	11.162	35.2452	-0.0005	0.0001	0.0017
Si	-0.0149	0.0007	5.1221	-0.0004	0.0005	-0.001
Si	3.8716	-0.0102	5.0866	0.0007	-0.0007	-0.0018
Si	7.7371	0.0027	5.1275	0.0005	0.0002	-0.0024
Si	1.9221	3.355	5.1121	-0.0008	0.0004	-0.0014
Si	5.805	3.3626	5.1316	0.0004	0.001	-0.001
Si	9.6743	3.3466	5.1225	0.0003	-0.0004	-0.0017
Si	0.0101	6.7081	5.1447	0.0007	0	-0.0015
Si	3.8637	6.7019	5.1538	-0.0001	0.0007	-0.0017
Si	7.7309	6.7057	5.139	-0.0005	0.0005	-0.0013
Si	1.9117	10.0371	5.1081	-0.0004	0.0003	-0.0013
Si	5.7975	10.057	5.1472	0.0001	0.0009	-0.0003
Si	9.6631	10.0502	5.1596	0.0004	0.0005	-0.0015
Si	-0.0664	0.0042	7.4828	-0.0021	-0.0016	-0.0018
Si	3.8584	-0.0146	7.4232	0.0033	-0.0037	-0.0029
Si	7.7269	0.0343	7.4922	0.0029	0.0025	-0.0005
Si	1.8913	3.3705	7.4658	0.0019	-0.0013	-0.0025
Si	5.7999	3.4117	7.4975	0.0017	0	-0.0019
Si	9.6821	3.3573	7.4843	0.0023	-0.0007	-0.0014
Si	0.0239	6.7287	7.5221	0	0.0011	-0.003
Si	3.8437	6.7282	7.5384	0.0024	-0.0002	-0.001
Si	7.7177	6.7394	7.5127	0.0018	0.0008	-0.0021
Si	1.8087	10.0317	7.4594	-0.004	-0.003	-0.0046
Si	5.7395	10.1005	7.5263	-0.0031	0.0002	-0.0012
Si	9.6042	10.0644	7.5511	-0.0033	0.0013	-0.0005
Si	-0.0032	2.2136	8.3078	-0.0024	0.0007	0.0055
Si	3.8424	2.2307	8.0893	-0.0016	0.0021	0.0027
Si	7.7386	2.2773	8.2635	-0.0028	-0.0023	0.002
Si	1.9342	5.5699	8.3661	-0.0011	-0.0004	0.0044
Si	5.7904	5.6509	8.352	-0.0034	-0.0008	0.0024
Si	9.6845	5.6078	8.1976	-0.0014	0.0001	0.0025
Si	-0.1023	8.932	8.4165	0.0028	0.0002	0.0048
Si	3.7543	9.0022	8.2482	0.0052	0.0004	0.0026
Si	7.6535	8.9709	8.3373	0.0024	0	0.0043
Si	1.8872	12.2728	8.1243	-0.0007	0.003	0.0033
Si	5.8012	12.3566	8.3149	-0.0051	-0.0008	0.0022
Si	9.6116	12.2972	8.3694	0.0015	-0.0007	0.002
Si	0.0202	2.1195	10.6973	0.0041	0.0014	-0.0025
Si	3.8466	2.1454	10.3812	0.0011	-0.0001	0.0002
Si	7.7875	2.3367	10.6233	0.0004	0.0032	-0.0002
Si	1.9651	5.3168	10.767	-0.0006	0.0046	0.0015
Si	5.749	5.6852	10.7474	-0.0029	-0.0014	-0.0018
Si	9.7186	5.5917	10.5244	-0.0018	-0.0004	-0.0009
Si	-0.2732	8.9474	10.8563	0.001	-0.0032	-0.0028
Si	3.6833	9.1965	10.5874	-0.0026	-0.0029	0.0029
Si	7.5473	8.9778	10.7242	-0.002	-0.001	-0.0033
Si	1.8293	12.2327	10.4333	-0.0012	0.0002	-0.0006
Si	5.8251	12.4753	10.7053	-0.0017	-0.0002	-0.0017
Si	9.5424	12.3091	10.7844	-0.0012	0.002	-0.0031
Si	2.0156	0.9641	11.3198	-0.0014	0.0009	0.001
Si	5.8068	1.3823	11.3656	0.0006	0.002	0.0032
Si	9.6352	1.1533	11.5211	-0.0008	-0.0004	0.0056
Si	-0.0492	4.3292	11.4393	0.0001	-0.0007	0.0038
Si	3.9506	4.2574	11.3475	0.0021	0.0018	-0.0024
Si	7.7901	4.5845	11.3465	0.0009	-0.0028	0.0006
Si	1.7997	8.3202	11.7311	0.0053	-0.0057	-0.0037
Si	5.4901	8.0209	11.4508	-0.0024	0.0022	0.0008
Si	9.3369	7.6817	11.5474	0.0005	0.0002	0.0035
Si	-0.0893	11.2296	11.4428	0.0057	-0.0009	0.0071
Si	3.8547	11.4161	11.304	0.0018	-0.002	0.001
Si	7.5871	11.1978	11.6237	0.0003	-0.0013	0.0059
O	2.1655	-20.0603	11.5858	-0.003	0.0095	-0.0038
O	5.1081	8.5631	12.9944	0.0009	-0.0004	-0.0031
O	9.575	1.2725	13.1847	-0.0003	-0.0009	-0.0054
O	8.8096	7.2719	13.1092	0.0006	0.0032	-0.0029
O	2.347	0.5365	12.9087	-0.001	0.0011	-0.0015
O	5.6346	2.0517	12.9135	0.0011	-0.0019	-0.0032
O	1.7496	8.6266	13.3685	0.0016	-0.0005	0.0022
O	0.0301	11.3406	13.0965	-0.001	0.001	-0.0019
O	3.8699	11.6727	12.9631	-0.0001	0.0003	-0.0007
O	-0.1141	4.1252	13.0999	0.0001	0.0005	-0.0027
O	8.1027	4.6816	12.9869	-0.0017	-0.001	-0.0017
O	7.3364	11.2273	13.2882	0.001	0.001	-0.0065
O	6.2061	2.8497	27.4115	0.0007	0.0026	0.0063
O	2.0774	9.7483	27.3126	-0.009	0.0006	0.0021
O	-4.3095	0.3266	27.4417	0.0018	-0.0004	0.0056
O	11.6092	6.6083	27.371	0.0018	0.001	-0.0048
O	7.9016	6.9026	27.2362	-0.0016	-0.0028	0.0077
O	0.2896	13.0487	27.1782	-0.0009	0.001	0.0072
O	9.6252	10.0492	27.0201	0.0004	-0.0007	0.0105
O	3.8627	6.5947	27.2902	0.0039	-0.0019	0.0091
O	5.8289	10.2054	27.3171	0.0034	0.003	0.0098
O	9.9081	2.9572	27.2851	0.0008	-0.0004	0.0069
O	-21.1972	-9.5408	27.4771	0.0012	-0.0065	0.0017
O	3.857	-0.0627	27.2795	0.0016	0.0004	0.0046
Si	6.3297	15.1542	17.3677	0.0017	-0.0007	0.0008
Si	1.0522	7.8343	14.6233	-0.0001	-0.0071	0.008
Si	9.2329	10.7557	25.5733	-0.0016	-0.0007	-0.0041
Si	3.2034	8.5041	16.7263	-0.0074	0.0001	-0.0018
Si	-3.3789	-0.6081	16.5865	0.0001	0.0016	0.0009
Si	9.1383	3.1967	25.8642	0.0012	0.002	-0.0055
Si	7.6521	10.4903	14.7245	0.003	-0.0009	0.0028
Si	4.8079	6.1043	18.1102	0.0005	-0.0012	0.0004
Si	11.1538	10.0284	20.3414	-0.0001	0.001	-0.0006
Si	10.1018	3.5353	23.0204	0.0018	-0.0004	-0.0022
Si	3.8132	1.6687	15.5157	-0.0007	0.0005	0.0029
Si	4.237	8.7153	24.2985	0.0024	-0.0019	-0.0006
Si	10.9079	3.2036	16.6562	-0.0002	0.0005	-0.0004
Si	7.5793	6.0138	25.9037	-0.0025	-0.0004	-0.0028
Si	0.4215	11.9886	14.5424	-0.0037	0.0014	0.0002
Si	6.7697	1.5862	26.5245	0.0004	-0.0007	-0.0031
Si	5.8655	5.5736	15.3381	-0.0019	0.0012	0.0011
Si	9.4821	6.4321	23.7758	0.0001	0.0013	0.001
Si	8.5508	5.8928	13.9925	0.0014	-0.0017	0.0009
Si	-3.9431	6.5736	19.2342	0.0014	-0.0007	-0.0012
Si	3.0998	12.8036	13.852	0	0.0006	0.0012
Si	3.4285	3.8292	19.7969	-0.0004	-0.0009	-0.0004
Si	8.4731	3.6697	18.4871	0.0002	0.0001	-0.0003
Si	1.2692	2.8375	21.7943	0.0004	-0.0003	-0.0019
Si	3.483	-0.9953	20.7549	-0.0004	-0.0008	-0.0016
Si	11.6819	12.4714	25.6583	0.0019	0.0016	-0.003
Si	7.4841	9.0427	20.704	-0.0003	0.0006	-0.0006
Si	1.6489	9.6411	25.7487	0.0052	-0.0035	0.0043
Si	1.8834	2.0689	17.796	-0.0001	-0.0001	0.0014
Si	4.7007	3.363	13.3744	-0.0021	-0.001	0.0017
Si	2.5881	10.1709	19.242	-0.0022	-0.0004	-0.0003
Si	-1.7724	12.7165	19.4509	0.0013	-0.0003	0.0007
Si	4.414	6.0157	25.8583	0.0046	0.0008	-0.0008
Si	4.4259	13.3539	25.7464	-0.0006	-0.0022	-0.0015
Si	1.9027	1.2878	24.4018	-0.001	0.0015	-0.0006
Si	4.434	9.6808	21.3994	-0.0005	0.0005	-0.0007
Si	1.0656	0.4547	20.004	-0.0002	0	-0.0006
Si	8.4879	15.0957	20.9177	-0.0004	-0.0009	-0.0007
Si	9.7203	9.252	22.7726	0.0002	0.0001	-0.0023
Si	10.4077	9.7352	15.6419	-0.0017	0.0002	-0.0004
Si	6.0556	10.6553	25.7705	-0.004	-0.0042	0.0013
Si	9.3159	8.7616	18.5017	0	-0.0006	0.0013
Si	5.4671	14.8634	20.3192	-0.0002	0.0003	-0.0006
Si	5.2773	8.5016	14.6138	-0.0011	0.0001	0.0018
Si	2.182	4.1206	25.8944	-0.0032	-0.0041	0.0015
Si	-0.1632	5.0413	14.4471	0.0045	0.0016	0.0013
Si	0.3403	6.6924	25.7916	-0.0051	-0.0003	0.0063
Si	10.1296	14.2815	14.6656	0.0001	-0.0018	0.0027
O	9.03	0.1791	20.6027	0.0002	-0.0001	0.0007
O	4.5516	0.2288	20.8551	0.0004	-0.0002	0.0009
O	0.256	4.219	15.7901	-0.001	0.0009	-0.0016
O	-0.2525	13.2695	19.2659	-0.0003	-0.0001	0.001
O	2.4321	1.6162	16.3525	0.0017	-0.0008	-0.0008
O	1.3139	5.4275	25.4177	-0.0025	0.0011	0.0061
O	11.045	9.8133	21.9675	-0.0005	-0.0001	0.001
O	7.2331	16.4996	17.5799	-0.0007	-0.001	0.0006
O	3.5373	2.796	14.3684	0.0015	-0.0011	0.0016
O	-3.5886	4.9903	19.3275	0.0009	0.0001	0.001
O	1.9399	-0.4657	21.0547	0.001	0.0001	0.0004
O	4.0837	5.2569	19.3207	0.0008	0.001	0
O	3.2187	0.3799	24.7417	0.0017	-0.001	0.002
O	3.7156	4.5708	25.5268	-0.0004	0.0019	0.002
O	4.1832	9.2107	15.6084	-0.0025	-0.0018	0.0023
O	4.1145	0.2036	14.8502	-0.0005	-0.001	-0.0007
O	4.2499	8.7107	22.6789	-0.0004	-0.0003	0.0027
O	5.0773	11.9051	25.3829	0	-0.0005	0.0043
O	-3.9599	7.3894	20.67	0.0001	0.0001	0.0019
O	1.0664	10.3194	19.8324	0.0027	-0.0004	0.0003
O	9.648	9.802	24.3071	-0.0005	0.0018	0.0047
O	2.1074	0.8125	18.8041	0.0005	0.0003	0.0003
O	5.9978	5.7058	25.8825	-0.0016	0.0016	0.0008
O	5.9717	9.597	20.8711	0.0009	-0.0008	0.0013
O	5.6016	4.3839	14.275	0.0008	-0.0013	-0.0001
O	9.4206	5.0238	22.94	-0.0002	0.001	0.0022
O	9.2034	13.1432	15.3464	0.0035	0.0022	-0.0003
O	8.0459	6.7464	24.5192	0.0007	-0.0008	0.0024
O	9.9284	5.5385	14.7516	-0.0019	0.0009	0.0021
O	4.631	2.8678	20.3521	0.0003	-0.001	0.0008
O	0.8289	6.2895	14.1776	-0.0027	0.0075	0.0045
O	9.8508	7.6301	22.7595	-0.0002	-0.0016	0.003
O	10.5881	8.7119	19.5402	-0.0011	-0.0004	0.0004
O	-1.8047	9.458	17.122	0.0003	0.0011	-0.0014
O	11.3607	11.0642	15.7165	0.0015	0.001	-0.0007
O	6.7122	9.1799	14.9581	0.0003	0.0005	0.0005
O	0.8318	11.0234	25.4008	0.0022	-0.002	0.0023
O	6.8605	1.6385	21.1758	0.0005	-0.0004	-0.0001
O	2.3131	3.8614	21.0226	0	-0.0002	0.0011
O	-1.507	11.218	19.9957	0.0007	-0.0008	0.0017
O	2.9868	9.6137	24.8293	-0.0134	-0.0001	0.0102
O	5.0581	2.1354	16.4431	-0.0017	-0.0004	-0.0012
O	5.6343	9.3771	24.8415	0.002	0.007	0.0059
O	7.1518	13.9879	16.6293	0.0005	0.0002	0.001
O	2.7167	3.3184	18.4183	-0.0001	-0.0006	0.0007
O	8.4095	4.6316	25.9951	-0.0012	-0.0001	0.0015
O	7.4787	11.4216	16.0707	-0.0005	-0.0021	-0.0011
O	-0.3808	8.474	15.0354	0.0084	-0.004	0.001
O	9.1919	9.9885	14.6004	-0.0011	-0.0004	0.0024
O	9.0112	12.6742	18.025	-0.0006	-0.0001	-0.0012
O	-2.8152	7.2374	18.2384	-0.0001	-0.0002	0.0007
O	0.8695	8.2163	25.4597	0.0026	0.0022	0.0055
O	-1.8379	3.9668	17.5363	0.0012	-0.0006	-0.0001
O	11.6417	3.6648	22.4766	-0.0012	0.0002	0.0019
O	10.0793	12.164	25.4297	-0.0003	-0.0007	0.0011
O	8.0541	9.5451	19.2346	0.0002	-0.0002	0.0014
O	0.2983	2.4157	17.6727	0.0001	-0.0003	0
O	-2.7316	2.5398	19.5773	0.0004	0.0001	0.001
O	10.6013	6.3969	24.9466	0.012	0.0028	0.0061
O	5.8448	14.5218	18.7793	0.0007	0.0004	-0.0009
O	0.5731	1.8299	20.7208	0.0005	-0.0002	0.0013
O	2.0251	11.9921	14.7692	0.0003	0.0003	0.0009
O	3.3534	11.6308	19.2988	-0.0004	-0.0007	0.0014
O	5.2934	5.1842	16.8253	0.0011	0	-0.0012
O	10.1708	16.5116	24.6074	-0.0018	-0.0005	0.0051
O	4.0061	11.2318	21.7909	0.0001	-0.0002	0.001
O	9.2232	2.4219	22.1926	-0.0006	-0.0004	0.0005
O	2.016	1.8572	22.8731	-0.0001	-0.0015	0.005
O	3.8584	7.3267	17.6314	-0.0014	0.0021	-0.0004
O	5.5786	1.0893	25.5503	0	-0.001	0.0018
O	8.3534	9.6382	21.955	-0.0004	-0.0004	0.0011
O	4.0905	7.1555	24.7445	0	-0.0004	0.0024
O	6.1587	6.7986	18.6691	-0.0014	-0.0005	0.0003
O	2.602	9.6526	17.7115	0.0031	-0.006	-0.0024
O	-1.4458	15.6	15.6099	0.0001	-0.0017	-0.0009
O	5.0731	6.9211	14.9212	0.0016	-0.0009	0.0014
O	8.0064	2.0627	25.5913	-0.0008	-0.0014	0.0024
O	7.452	5.9818	15.2037	0.0011	0.0001	-0.0002
O	0.624	0.2678	24.6561	0.0006	-0.0004	0.0017
O	1.7924	2.6747	25.2599	0.0016	0.0072	0.0035
O	1.9696	7.8211	15.9416	0	0.004	-0.0052
O	7.6249	11.0421	25.5172	0.0009	-0.0015	0.0015
O	-0.0153	0.1667	14.5832	-0.0005	-0.0038	0
O	3.4288	9.1541	20.2166	0	0.0003	0.0014

Results
free energy: -213990.239 eV
free energy less fixed offsets of O -568.88, Si -635.61 eV per atom: -4.799 eV

The program warned: the cutoff lies below the one the program advises for these potential files; the exchange-correlation potential is rough where the density is thin.
